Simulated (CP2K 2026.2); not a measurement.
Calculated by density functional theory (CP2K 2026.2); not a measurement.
Periodic cell of 518 atoms, Si360O158, from a study of silicon, its oxide and their interface. The atomic structure is a simulated model.
Doubt: the forces sum to 1.53 eV/angstrom along one axis rather than to zero, so they err by at least 0.0029 eV/angstrom per atom on average; the grid cutoff is modest.

Settings: functional PBE; method Gaussian and plane waves; basis set DZVP-MOLOPT-SR-GTH; pseudopotentials GTH-PBE; grid cutoff 300 Ry, relative cutoff 40 Ry; k points Gamma only; occupations fixed; spin none; net charge 0.

Cell vectors (angstrom)
a	16.32	0	0
b	0	16.32	0
c	7.5049	-5.8122	35.1088

Atoms and the computed forces on them: element, x, y, z (angstrom), force x, y, z (eV/angstrom)
Si	-1.803	-1.847	0.084	0.059	-0.112	0.792
Si	-6.864	-2.025	23.868	-0.148	-0.056	-0.676
Si	-1.359	4.688	-2.56	-0.043	0.002	-0.041
Si	1.911	7.896	0.09	0.265	0.262	0.559
Si	3.674	-3.866	-5.634	-0.019	0.101	-0.031
Si	3.366	6.686	-2.341	-0.009	-0.087	0.154
Si	2.905	-5.842	22.672	0.244	0.045	-0.659
Si	-10.422	2.099	-1.253	0.037	-0.153	0.232
Si	0.519	1.254	-0.19	-0.571	-0.092	0.283
Si	-6.982	3.861	25.017	-0.134	0.065	-0.205
Si	4.758	10.405	1.534	0.007	-0.161	0.592
Si	-7.37	3.609	-5.253	0.026	0.078	-0.068
Si	-7.889	-4.935	-5.741	-0.05	0.068	-0.017
Si	-3.941	0.359	-0.642	-0.074	-0.076	0.198
Si	-2.526	5.502	-5.362	0.087	0.043	0.098
Si	-5.882	5.094	1.422	0.035	0.034	-0.006
Si	1.668	-4.672	-7.809	0.173	0.025	0.004
Si	0.441	-5.057	1.884	-0.042	-0.016	-0.079
Si	-0.278	-0.389	1.319	-0.006	-0.022	-0.009
Si	2.628	2.913	1.448	0.154	-0.139	0.701
Si	0.223	5.489	1.368	-0.242	0.096	0.782
Si	3.138	8.683	1.833	0.005	-0.011	-0.038
Si	-0.229	-6.216	0.01	0.296	0.316	0.692
Si	2.152	12.894	1.906	-0.313	0.086	0.647
Si	5.328	-0.02	1.027	0.077	0.127	0.69
Si	-7.497	3.289	1.445	-0.025	-0.009	0.024
Si	5.918	5.982	1.507	0.181	0.14	0.556
Si	6.665	9.486	2.645	-0.028	0.062	-0.083
Si	-8.726	7.724	1.375	-0.005	-0.03	-0.025
Si	-7.639	-2.169	1.302	0.036	0.002	0.023
Si	-5.864	-0.535	1.379	-0.163	-0.114	0.515
Si	-2.751	2.528	1.275	0.405	0.406	0.282
Si	-6.032	5.759	-0.869	0.072	-0.274	0.75
Si	-2.574	8.329	1.218	0	-0.081	0.781
Si	-4.873	-4.896	1.401	0.129	0.266	0.643
Si	-3.084	-3.169	1.553	-0.029	-0.04	0.013
Si	-1.436	1.183	2.725	0.02	0.073	-0.135
Si	1.293	4.095	2.905	0.012	0.019	-0.012
Si	-1.325	6.822	2.577	0.023	0.027	-0.039
Si	1.45	9.592	3.145	-0.012	-0.035	0.054
Si	-1.403	-4.089	2.933	0.018	0.021	0.034
Si	1.261	-1.43	2.757	0.068	-0.039	-0.045
Si	4.116	1.422	2.523	-0.012	-0.02	-0.049
Si	6.948	4.177	2.648	-0.053	-0.024	-0.041
Si	4.177	6.86	2.862	-0.047	-0.039	-0.059
Si	4.276	-1.325	-7.41	0.054	-0.134	0.012
Si	4.014	12.087	3.019	0.029	-0.021	0.003
Si	-9.486	-1.246	2.482	-0.054	-0.021	-0.066
Si	-6.707	1.364	2.586	-0.034	-0.042	0.016
Si	-4.06	4.063	2.568	0.062	-0.027	-0.021
Si	-6.918	6.799	2.672	-0.046	0.055	-0.019
Si	-4.024	-6.744	2.63	-0.011	0.007	-0.063
Si	-6.726	-3.964	2.596	0.006	-0.038	-0.062
Si	-4.172	-1.469	2.785	0.008	0.005	-0.02
Si	-2.801	-0.074	4.118	-0.037	0	0.042
Si	-0.096	2.64	4.082	-0.011	-0.007	-0.01
Si	-2.72	5.461	3.939	0.034	0.005	-0.01
Si	-0.015	8.086	4.128	-0.051	-0.02	0.018
Si	-2.709	-5.543	4.188	-0.023	0.02	-0.03
Si	-0.083	-2.658	4.247	0.03	-0.084	-0.026
Si	2.733	0.028	3.936	0.017	0.024	-0.01
Si	5.511	2.746	3.926	-0.008	-0.024	-0.002
Si	2.765	5.447	4.13	-0.009	-0.003	0.028
Si	5.491	8.188	4.251	-0.017	0.043	-0.017
Si	2.759	10.872	4.541	-0.022	-0.021	-0.005
Si	5.506	-2.672	3.948	0.012	0.07	-0.011
Si	-8.189	0.091	3.967	-0.001	-0.026	-0.029
Si	-5.346	2.669	4.009	0.026	0.028	0.016
Si	-8.126	5.457	4.171	-0.007	0.033	-0.038
Si	-5.475	8.205	3.924	0.044	-0.01	-0.028
Si	-8.164	-5.412	3.864	0.012	-0.007	-0.028
Si	-5.496	-2.759	4.192	0.042	0.001	0.012
Si	-1.433	-1.328	5.559	-0.005	0.005	0.009
Si	1.372	1.339	5.387	0.011	-0.021	-0.035
Si	-1.423	4.075	5.387	-0.016	0.012	-0.004
Si	1.378	6.77	5.487	-0.003	0.004	0.008
Si	-1.35	9.443	5.522	0.05	-0.009	-0.007
Si	1.303	12.313	5.618	0.013	0.008	0.02
Si	4.106	-1.328	5.328	-0.038	-0.005	-0.011
Si	6.804	1.405	5.376	-0.01	0.021	0.025
Si	4.15	4.055	5.391	0.02	-0.013	0.005
Si	-9.474	6.795	5.535	-0.015	0.023	0.025
Si	4.156	9.465	5.689	-0.001	-0.036	0.057
Si	-9.474	12.263	5.329	-0.045	0	-0.026
Si	-6.868	-1.309	5.407	-0.008	0.007	-0.03
Si	-4.088	1.344	5.459	0.041	-0.007	0.058
Si	-6.732	4.032	5.397	-0.013	-0.001	-0.026
Si	-4.105	6.817	5.313	0.016	-0.016	-0.021
Si	-6.822	-6.763	5.316	-0.014	0.011	0.011
Si	-4.09	-4.127	5.492	-0.021	-0.015	-0.03
Si	0.011	0.032	6.814	-0.004	0.014	-0.001
Si	2.741	2.707	6.746	0.005	0.013	-0.011
Si	-0.018	5.392	6.783	0.013	0.003	-0.019
Si	2.709	8.106	6.905	-0.006	-0.015	0.028
Si	-0.032	10.859	6.879	0.01	-0.013	0.006
Si	2.762	-2.633	6.814	-0.013	0	-0.017
Si	5.44	0.025	6.734	0.003	-0.027	-0.011
Si	-8.138	2.719	6.762	-0.01	-0.004	0.016
Si	-10.868	5.413	6.815	-0.012	0.006	0.018
Si	-8.106	8.203	6.789	0.033	0.022	0.007
Si	-10.782	10.94	6.833	0.008	0.016	-0.013
Si	-8.179	-2.707	6.768	0	-0.025	-0.002
Si	-5.483	0.003	6.791	0.008	-0.001	0.003
Si	-2.733	2.726	6.795	-0.013	0.011	0.011
Si	-5.406	5.44	6.737	0.004	0.026	0.005
Si	-2.763	8.099	6.8	-0.007	0.009	0
Si	-5.483	-5.474	6.794	-0.015	0.01	-0.005
Si	-2.763	-2.745	6.86	0.006	-0.017	0.011
Si	-1.381	1.339	13.604	-0.007	-0.002	-0.007
Si	1.378	4.072	13.617	0.016	-0.006	0.022
Si	-1.363	6.802	13.609	0.005	0.01	0.005
Si	1.371	9.542	13.572	-0.005	-0.003	-0.008
Si	-1.335	-4.053	13.565	-0.006	0.013	-0.007
Si	1.341	-1.372	13.604	-0.012	-0.008	0.009
Si	4.078	1.358	13.628	-0.002	0	0.021
Si	-9.5	4.097	13.58	0.006	-0.012	-0.011
Si	4.115	6.812	13.572	-0.003	-0.002	-0.005
Si	-9.532	9.495	13.605	-0.01	-0.005	-0.009
Si	4.053	-4.089	13.604	0.003	-0.008	-0.012
Si	6.783	-1.349	13.603	0.003	-0.005	0.003
Si	-6.784	1.387	13.577	-0.004	0.011	-0.014
Si	-4.097	4.056	13.611	-0.008	0.003	-0.006
Si	-6.822	6.77	13.604	0.011	-0.004	-0.007
Si	-4.077	9.507	13.606	0.021	0.001	0.013
Si	-6.803	-4.091	13.612	0.015	-0.007	0.009
Si	-4.066	-1.338	13.578	0.003	0.011	-0.005
Si	-2.734	-0.002	15.004	0.007	-0.005	0.001
Si	-0.016	2.699	14.942	-0.003	0.007	-0.007
Si	-2.727	5.419	14.942	0.01	0.002	-0.013
Si	0.006	8.201	14.927	-0.003	-0.003	-0.006
Si	-2.67	-5.432	14.902	0.011	-0.013	-0.013
Si	-0.014	-2.714	14.996	-0.003	-0.008	-0.006
Si	2.702	-0.025	14.964	0.011	-0.003	0.003
Si	5.456	2.761	14.935	0.001	0.011	-0.009
Si	2.783	5.446	14.931	0.009	0.014	0.006
Si	5.449	8.137	15.002	0.003	0.004	-0.001
Si	2.701	10.877	14.993	-0.022	0.003	-0.003
Si	5.396	-2.707	14.943	-0.001	0.008	-0.007
Si	-8.146	0.028	14.91	0.007	0.007	-0.021
Si	-5.449	2.71	15.01	0.006	-0.018	0.003
Si	-8.156	5.41	15.008	-0.026	0.008	-0.011
Si	-5.469	8.139	14.937	-0.005	0.004	-0.014
Si	-8.165	-5.48	14.952	0.001	-0.009	-0.003
Si	-5.425	-2.694	14.921	-0.006	0.003	-0.003
Si	-1.372	-1.356	16.381	-0.008	-0.001	0.01
Si	1.345	1.35	16.299	-0.015	-0.018	-0.004
Si	-1.385	4.044	16.3	-0.011	-0.004	0.001
Si	1.381	6.811	16.212	0.015	0.003	-0.026
Si	-1.306	-6.729	16.315	0.011	0.021	0.01
Si	1.333	-4.08	16.376	-0.008	-0.005	-0.014
Si	4.028	-1.392	16.354	-0.046	-0.029	-0.001
Si	-9.5	1.39	16.251	-0.002	-0.004	-0.024
Si	4.154	4.128	16.339	0.021	-0.007	-0.013
Si	-9.521	6.753	16.39	-0.013	0.009	-0.011
Si	4.067	9.504	16.344	0	-0.002	0.022
Si	-9.525	-4.064	16.235	0.023	-0.016	-0.021
Si	-6.77	-1.298	16.262	0.001	0.002	-0.009
Si	-4.096	1.349	16.393	-0.018	0.009	-0.017
Si	-6.804	4.057	16.404	-0.017	-0.001	0.056
Si	-4.091	6.792	16.267	-0.002	0.004	-0.03
Si	-6.842	9.443	16.332	0.002	-0.033	-0.017
Si	-4.052	-4.09	16.215	0.009	0.004	-0.009
Si	0.008	0.032	17.733	-0.024	-0.014	-0.023
Si	2.733	2.75	17.567	0.003	-0.014	-0.033
Si	0.028	5.446	17.524	0.006	-0.005	0.005
Si	2.682	8.096	17.665	0.002	0.042	0.022
Si	0.02	-5.416	17.815	-0.001	0.011	0.029
Si	2.658	-2.743	17.782	-0.002	0.005	0.026
Si	5.432	0.051	17.553	-0.002	0.012	-0.031
Si	-8.194	2.649	17.744	0.005	0.008	-0.009
Si	5.502	5.41	17.847	0.062	0.021	0.02
Si	-8.16	8.065	17.784	0.004	-0.049	0.01
Si	5.466	10.924	17.616	-0.042	-0.016	0.012
Si	-8.154	-2.672	17.525	0.009	0.004	-0.022
Si	-5.467	-0.017	17.762	0.005	0.034	-0.021
Si	-2.73	2.725	17.739	-0.022	-0.013	-0.024
Si	-5.392	5.458	17.702	0.012	-0.009	-0.033
Si	-2.728	-8.113	17.535	-0.007	-0.011	-0.033
Si	-5.428	-5.449	17.517	0.007	0.016	-0.033
Si	-2.754	-2.792	17.669	0.029	0.001	-0.023
Si	-1.365	1.393	19.111	-0.008	-0.008	-0.008
Si	1.392	4.122	18.885	0.029	-0.016	0.011
Si	-1.33	6.847	18.781	0.006	0.014	0.053
Si	1.432	-6.838	19.12	-0.002	0.01	-0.026
Si	-1.422	-4.053	19.16	0.04	0.021	0.015
Si	1.31	-1.335	19.166	-0.032	-0.042	-0.014
Si	4.097	1.418	18.898	-0.031	0.013	0.012
Si	-9.444	3.984	19.248	0.013	0.028	-0.003
Si	4.025	6.781	19.111	-0.006	-0.006	-0.004
Si	-9.559	9.527	18.998	-0.021	-0.018	-0.023
Si	4.106	-4.112	19.07	-0.028	-0.028	-0.006
Si	6.815	-1.29	18.841	0.016	0.014	0.048
Si	-6.829	1.336	19.169	0.025	0.008	-0.017
Si	-4.064	4.115	19.11	-0.057	-0.036	0
Si	-6.743	6.696	19.184	-0.047	-0.025	0.023
Si	-4.108	-6.793	18.884	-0.019	-0.009	0.044
Si	-6.77	-4.049	18.789	0.048	-0.003	0.05
Si	-4.14	-1.49	19.038	0.024	0.031	0.014
Si	-2.631	-0.229	20.297	-0.007	0.118	-0.623
Si	0.054	2.866	20.317	0.011	-0.037	0.052
Si	-2.613	5.607	20.258	0.016	0.019	0.002
Si	-0.059	8.091	20.301	-0.023	0.011	0.065
Si	-2.852	-5.488	20.388	0.002	0.02	0.106
Si	1.017	-3.405	23.242	0.032	0.04	-0.128
Si	2.783	0.107	20.307	-0.015	-0.011	0.072
Si	-10.103	0.811	21.688	-0.074	-0.133	-0.597
Si	2.645	5.361	20.452	0.036	-0.01	0.08
Si	4.972	8.621	20.245	-0.171	0.236	-0.537
Si	3.278	-5.941	20.345	0.021	-0.04	0.056
Si	5.454	-2.573	20.218	-0.059	-0.004	0.036
Si	-8.275	-0.082	20.452	-0.001	0.017	0.111
Si	-5.695	2.991	20.457	0.012	0.017	0.044
Si	-7.525	4.82	20.493	0.068	-0.053	-0.001
Si	-5.422	-8.069	20.367	-0.06	-0.009	0.039
Si	-8.119	-5.355	20.135	-0.036	-0.013	0.062
Si	-5.557	-2.842	20.405	0.009	-0.046	0.123
Si	2.916	0.92	-5.955	-0.017	-0.041	0.077
Si	1.729	1.787	21.558	0.284	0.359	-0.447
Si	-0.824	4.696	21.536	0.067	0.035	-0.005
Si	0.902	6.408	21.659	-0.009	0.021	0.021
Si	-1.858	-7.282	21.51	-0.105	-0.134	-0.586
Si	-9.39	4.105	-7.309	-0.034	0.073	0.021
Si	4.499	-0.889	21.582	0.029	0.01	0.022
Si	5.318	2.649	20.496	-0.017	0.022	0.093
Si	3.488	3.557	21.801	-0.125	-0.176	-0.592
Si	-1.321	-3.315	25.41	-0.074	-0.143	-0.07
Si	1.308	-2.654	-4.073	-0.014	-0.093	0.094
Si	7.175	-3.645	21.335	0.254	0.321	-0.468
Si	-7.411	-1.967	21.602	-0.033	-0.044	-0.045
Si	-8.36	5.118	22.664	0.354	0.009	-0.571
Si	-4.296	1.756	22.082	-0.469	0.417	-0.334
Si	-3.582	7.374	21.509	0.031	0.035	-0.016
Si	-6.466	-6.278	21.5	-0.009	-0.004	0.035
Si	-4.694	-4.691	21.654	-0.125	-0.014	-0.616
Si	-3.059	-1.885	-7.195	-0.01	0.078	-0.017
Si	-1.044	3.054	-0.249	-0.176	-0.603	0.404
Si	-5.672	7.746	25.347	-0.023	0.069	-0.037
Si	-9.074	-1.057	-3.293	0.044	0.026	0.049
Si	-4.929	-2.161	-4.803	-0.03	-0.029	-0.077
Si	5.413	-4.415	-1.12	-0.168	-0.001	0.133
Si	-2.242	3.904	23.149	0.5	0.154	-0.429
Si	-7.559	3.128	-0.88	0.239	0.104	0.775
Si	1.658	7.637	23.55	-0.291	-0.309	-0.587
Si	0.553	0.967	24.343	0.064	0.06	-0.105
Si	-10.385	-5.496	-4.068	-0.077	-0.041	0.036
Si	-4.924	1.782	24.986	-0.045	-0.067	-0.122
Si	0.277	1.835	-6.675	-0.094	0.021	-0.064
Si	2.17	2.482	26.287	-0.015	-0.136	-0.075
Si	4.634	0.476	-3.323	-0.046	-0.052	-0.004
Si	3.993	3.07	-7.932	0.062	-0.015	-0.227
Si	0.698	6.25	-3.784	-0.088	-0.034	0.086
Si	4.185	7.077	25.198	-0.008	-0.04	-0.059
Si	-7.74	-1.906	-5.96	-0.062	-0.082	-0.052
Si	-4.605	3.652	-6.686	0.091	0.017	0.052
Si	3.737	-1.784	23.602	0.244	0.217	-0.625
Si	-7.112	1.457	-3.144	0.122	-0.076	0.131
Si	-3.466	6.525	23.662	-0.086	0.535	-0.573
Si	-10.148	7.821	-3.339	0.106	0.125	0.117
Si	-7.766	-7.574	-7.138	-0.03	0.004	-0.099
Si	-3.243	6.82	-1.439	-0.032	0.09	0.081
Si	-8.515	6.317	-5.498	-0.059	-0.025	-0.097
Si	4.385	4.074	24.881	-0.001	-0.02	-0.307
Si	1.95	-0.419	-2.217	-0.019	0.016	-0.021
Si	-8.335	-4.514	25.347	-0.128	0.057	-0.174
Si	-0.74	-3.937	-2.097	-0.014	0.07	0.077
Si	2.567	-0.402	25.908	0.058	0.129	-0.033
Si	-4.278	0.48	-3.643	0.008	0.046	0.116
Si	-10.038	7.844	23.052	0.034	-0.066	-0.133
Si	3.496	-2.267	-0.468	0.135	0.051	0.076
Si	0.151	5.023	-6.59	-0.022	-0.018	-0.005
Si	-1.912	8.01	-3.865	-0.038	-0.076	0.021
Si	-6.731	-0.349	26.211	0.011	-0.056	-0.039
Si	-2.301	-5.273	-4.352	0.042	0.006	0.199
Si	-10.879	-4.408	23.849	0.011	-0.038	-0.156
Si	-1.177	-7.919	24.373	0.005	0.069	-0.3
Si	-2.821	1.121	-6.29	-0.008	-0.087	-0.005
Si	-0.372	-2.386	20.516	0.184	-0.158	-0.714
Si	-5.336	-5.027	-4.075	-0.009	0.024	0.096
Si	-7.423	-6.84	23.548	0.244	0.3	-0.59
Si	-4.205	-3.405	24.391	-0.083	-0.074	-0.143
Si	-1.847	2.115	25.392	0.016	0.055	-0.05
Si	-0.666	-3.468	-6.329	0.016	0.009	0.133
Si	-8.086	-8.129	-0.865	-0.287	-0.137	0.642
Si	-8.253	-2.988	-0.828	0.23	0.355	0.634
Si	-1.731	-6.148	26.926	-0.01	0.023	-0.119
Si	4.214	4.532	-0.494	0.098	0.164	0.054
Si	-9.451	2.667	23.969	0.043	-0.014	-0.099
Si	-6.399	-5.45	-1.27	-0.009	-0.016	0.192
Si	-1.349	1.394	8.16	0.004	0.015	-0.004
Si	1.369	4.051	8.137	-0.002	0.003	0.01
Si	-1.374	6.76	8.157	-0.002	-0.008	-0.006
Si	1.356	9.51	8.211	-0.002	0.002	0.02
Si	-1.394	-4.096	8.209	0.013	0.004	0.017
Si	1.375	-1.318	8.175	0.015	-0.01	0.004
Si	4.085	1.357	8.133	-0.004	0.002	-0.004
Si	-9.493	4.064	8.147	0.01	0.027	0.009
Si	4.089	6.743	8.205	-0.027	-0.007	0.021
Si	-9.457	9.548	8.177	-0.007	0	0.007
Si	4.115	-4.037	8.151	-0.021	-0.006	0.003
Si	-9.546	-1.353	8.128	-0.003	0.005	0.004
Si	-6.82	1.359	8.156	0.011	0.001	0.01
Si	-4.078	4.094	8.145	0.007	-0.031	0.005
Si	-6.758	6.807	8.119	-0.011	-0.003	0.003
Si	-4.111	-6.833	8.156	-0.001	0.006	0.001
Si	-6.818	-4.074	8.147	0.014	0.009	-0.005
Si	-4.127	-1.358	8.168	0.001	0.002	0.002
Si	-2.726	0.01	9.488	0.012	0.003	-0.012
Si	0.009	2.726	9.536	0.006	-0.014	0.007
Si	-2.719	5.418	9.538	0.01	-0.008	0.008
Si	-0.02	8.137	9.532	-0.002	0.011	-0.004
Si	-2.757	-5.465	9.535	-0.002	0.012	0.001
Si	0.007	-2.712	9.504	0.013	-0.015	-0.011
Si	2.729	0.025	9.536	-0.03	0.006	0.01
Si	-10.87	2.712	9.502	0.001	-0.003	-0.001
Si	2.712	5.4	9.54	0.015	0	0.008
Si	-10.858	8.166	9.496	-0.004	0.012	-0.019
Si	2.748	-5.421	9.501	-0.001	-0.002	0.001
Si	-10.877	-2.696	9.539	-0.009	0.017	-0.006
Si	-8.177	-0.008	9.508	0	-0.011	0.002
Si	-5.446	2.728	9.492	-0.017	0.018	0.008
Si	-8.137	5.451	9.478	0.001	0.006	-0.005
Si	-5.439	8.138	9.539	0.013	-0.017	-0.003
Si	-8.137	-5.425	9.558	-0.004	-0.011	0.001
Si	-5.466	-2.722	9.529	-0.003	-0.009	0.006
Si	-1.361	-1.349	10.85	0.002	0	-0.013
Si	1.359	1.363	10.899	0.014	0.011	0.012
Si	-1.353	4.075	10.906	0.012	0.006	0.01
Si	1.36	6.787	10.887	-0.008	-0.015	0.002
Si	-1.376	9.508	10.888	-0.012	-0.008	0.001
Si	1.373	-4.07	10.852	0.008	-0.001	-0.004
Si	4.076	-1.345	10.897	0	-0.006	0.011
Si	-9.522	1.359	10.875	-0.013	-0.011	-0.001
Si	-12.229	4.055	10.887	-0.017	-0.008	0.013
Si	-9.499	6.803	10.845	0.002	0.002	-0.019
Si	-12.223	9.525	10.858	-0.005	0.009	-0.004
Si	-9.525	-4.074	10.898	0.003	0	0.002
Si	-6.821	-1.36	10.889	0.003	-0.012	0.004
Si	-4.08	1.369	10.851	0.001	0.007	-0.016
Si	-6.796	4.089	10.852	0.001	-0.002	-0.001
Si	-4.081	6.778	10.894	0.007	0.016	0.006
Si	-6.789	9.511	10.903	0.009	0.004	0.009
Si	-4.096	-4.08	10.886	-0.005	-0.006	-0.004
Si	-0.015	-0.009	12.24	0.001	-0.011	-0.008
Si	2.726	2.708	12.257	-0.008	-0.017	0.011
Si	0.012	5.44	12.265	0.001	0.017	0.011
Si	2.735	8.169	12.221	0.004	0.013	-0.001
Si	0.012	10.893	12.207	0.011	0.01	-0.003
Si	2.708	-2.721	12.239	-0.015	-0.004	0.006
Si	5.437	0.017	12.248	0.001	0.01	0
Si	-8.151	2.734	12.215	0.008	0.019	-0.014
Si	-10.855	5.448	12.21	0.007	0.016	-0.011
Si	-8.167	8.143	12.242	-0.01	-0.003	-0.004
Si	-10.889	10.873	12.251	-0.01	-0.013	0.004
Si	-8.172	-2.723	12.262	-0.017	-0.009	0.009
Si	-5.435	0.016	12.219	0.009	0.002	-0.007
Si	-2.732	2.706	12.244	0.006	-0.017	-0.005
Si	-5.45	5.419	12.247	-0.009	-0.012	-0.003
Si	-2.729	8.144	12.246	-0.013	-0.014	0.004
Si	-5.434	-5.442	12.256	0.023	0.009	0.008
Si	-2.714	-2.704	12.216	0.015	-0.008	-0.015
O	-0.416	7.421	-3.624	0.143	0.172	-0.079
O	-0.335	4.436	0.254	0.205	0.001	-0.173
O	-1.648	-6.899	0.432	-0.017	0.426	0.032
O	-0.431	-5.268	-1.263	-0.089	-0.021	-0.403
O	2.796	-3.4	0.413	0.052	-0.539	-0.497
O	-10.297	0.825	-0.225	0.397	0.11	-0.047
O	-3.914	0.931	-2.143	0.218	0.347	-0.154
O	3.396	0.283	-2.314	0.228	0.323	0.614
O	1.91	1.931	0.355	-0.135	-0.068	-0.016
O	3.16	4.29	0.709	-0.259	0.608	0.384
O	5.381	5.541	0.004	-0.042	0.081	-0.469
O	-7.819	-3.465	-6.437	0.071	-0.096	-0.323
O	-3.788	1.558	0.429	-0.526	0.038	0.338
O	-5.264	-5.383	-0.119	0.156	-0.253	-0.255
O	-1.512	-1.267	20.947	0.003	-0.225	0.244
O	-6.693	7.04	26.347	-0.45	0.492	-0.149
O	0.991	0.977	22.798	-0.246	-0.466	-0.05
O	-9.267	6.438	22.858	0.067	0.189	-0.025
O	5.389	8.161	21.757	-0.342	0.211	0.254
O	2.415	-7.349	23.008	-0.029	-0.05	0.097
O	-8.12	-0.847	-7.122	0.224	0.418	-0.039
O	-4.409	-4.571	23.285	-0.007	-0.375	0.423
O	3.824	4.033	23.351	-0.209	0.112	0.013
O	-1.047	0.97	24.558	-0.358	-0.469	-0.196
O	0.781	-7.395	-0.448	0.11	0.039	-0.537
O	-1.22	2.306	26.848	-0.243	-0.19	0.234
O	-8.315	-6.094	-6.784	-0.514	0.113	-0.181
O	-6.809	1.864	-1.595	0.425	-0.375	0.172
O	0.22	-3.041	21.883	-0.006	-0.329	-0.027
O	-7.52	-5.776	24.76	0.386	0.022	0.424
O	-6.87	4.492	-1.472	0.205	0.151	-0.536
O	-4.896	-7.417	26.15	-0.071	0.49	-0.265
O	2.946	7.607	-1.1	0.181	0.476	-0.028
O	4.783	-4.85	-5	0	-0.243	-0.256
O	1.688	-4.868	23.113	-0.326	-0.123	0.268
O	-4.641	6.03	-1.679	0.016	-0.216	-0.392
O	-5.019	1.235	23.452	-0.375	-0.461	-0.007
O	-2.616	-3.081	24.441	0.235	0.3	-0.395
O	-9.786	-4.356	22.666	0.219	-0.48	0.114
O	-3.449	4.934	23.434	-0.366	-0.297	-0.192
O	-9.346	3.821	22.818	-0.426	-0.064	-0.182
O	0.394	3.435	-6.539	0.305	0.009	-0.018
O	-1.985	-4.339	-3.058	-0.509	0.263	0.188
O	-7.26	-0.709	24.724	-0.269	0.413	-0.296
O	-1.196	-2.008	26.364	0.515	0.463	-0.388
O	2.78	-3.221	-4.44	0.182	-0.034	0.3
O	-6.226	-7.466	-7.61	0.158	0.495	0.528
O	4.725	-2.982	24.059	0.014	0.121	0.235
O	-7.602	2.791	-3.896	-0.383	0.273	0.259
O	4.277	-5.495	23.511	0.278	-0.499	0.164
O	-8.958	-4.892	-4.528	0.179	0.424	0.321
O	-9.949	-4.705	25.145	-0.23	-0.23	0.429
O	1.209	2.305	24.992	-0.162	0.497	-0.369
O	-7.124	-4.012	-1.378	0.396	0.022	-0.275
O	-5.319	-0.374	-0.185	-0.175	-0.127	-0.446
O	-1.644	-4.506	-5.595	-0.167	-0.337	-0.012
O	-8.602	3.197	-6.224	0.108	-0.434	0.154
O	-8.935	-7.33	23.249	-0.145	0.337	-0.14
O	-7.438	5.212	-4.992	0.493	0.128	0.171
O	-3.194	-0.264	-7.076	-0.268	0.115	-0.252
O	-2.71	-0.681	-0.596	0.069	0.103	-0.406
O	4.716	7.284	-2.939	0.098	0.032	0.123
O	-1.64	3.501	24.592	0.447	0.46	0.288
O	-1.441	-6.965	23.081	0.172	0.343	0.119
O	-3.88	-5.478	-4.572	-0.065	-0.669	-0.335
O	5.38	3.71	-7.435	-0.001	0.035	0.294
O	0.798	5.731	-5.3	0.269	0.136	-0.128
O	3.944	0.796	-4.726	0.343	0.058	-0.34
O	-2.046	5.747	-1.544	0.145	0.076	0.221
O	-5.68	-5.749	-2.679	0.305	-0.326	-0.072
O	-2.083	4.707	-4.008	-0.161	-0.325	-0.068
O	-2.626	7.086	-5.008	-0.194	0.289	-0.679
O	-7.803	7.707	-5.903	0.353	0.056	0.206
O	-7.26	4.996	23.873	0.596	0.487	0.085
O	-8.675	-1.97	-2.019	-0.091	0.336	-0.003
O	-7.464	-6.624	-0.947	-0.088	0.074	0.186
O	-8.718	-1.779	-4.684	-0.122	-0.104	0.17
O	-10.644	3.099	24.964	0.169	0.006	0.518
O	-9.266	5.642	-6.788	-0.043	0.403	-0.13
O	1.466	-1.113	-3.591	-0.08	0.274	-0.37
O	-5.336	-3.424	-3.898	-0.252	0.222	0.396
O	-9.519	6.681	-4.293	-0.382	-0.126	0.009
O	-10.796	1.691	-2.764	0.146	0.447	-0.393
O	-1.487	-4.644	26.357	0.059	0.077	0.096
O	4.336	-1.161	0.375	-0.025	0.185	-0.142
O	4.714	3.03	-0.722	0.011	-0.355	-0.017
O	0.587	-3.55	-2.935	0.223	-0.246	0.1
O	-10.679	-0.794	-3.341	-0.27	-0.49	-0.141
O	-5.79	0.96	-3.906	-0.125	-0.067	-0.523
O	5.291	7.846	24.314	-0.01	0.499	0.366
O	-3.336	7.462	0.049	-0.428	-0.259	-0.004
O	-2.878	7.946	-2.549	-0.506	0.517	-0.104
O	-6.443	-5.392	-5.183	0.035	-0.389	-0.444
O	-6.235	-1.535	-5.511	-0.064	0.403	0.206
O	0.843	0.614	-1.67	-0.413	0.363	-0.256
O	2.208	-1.6	-1.157	-0.53	-0.402	-0.021
O	-2.975	2.623	22.463	0.105	-0.123	0.141
O	2.223	-2.35	23.429	-0.34	0.344	-0.161
O	-0.004	-3.43	24.487	-0.135	0.093	0.423
O	-5.227	-2.214	23.952	0.412	0.134	-0.098
O	4.478	-3.119	-1.427	0.169	0.205	-0.799
O	-9.233	8.05	-2.013	0.022	-0.208	0.014
O	-3.249	1.074	-4.725	0.194	0.12	0.128
O	-5.948	3.215	-5.91	0.039	-0.303	0.046
O	-2.005	7.016	24.214	0.391	-0.232	0.289
O	-3.665	0.425	21.388	-0.422	0.049	0.239
O	1.334	1.139	-5.646	-0.257	-0.446	0.261
O	4.759	5.57	25.382	0.468	0.003	0.393
O	-3.892	-2.554	-5.977	-0.013	-0.396	0.266
O	-6.494	-8.051	24.074	0.332	-0.391	-0.441
O	-10.327	-7.112	-4.167	-0.045	-0.016	-0.564
O	1.147	-0.31	25.129	-0.499	-0.546	0.148
O	-1.511	-2.313	-7.063	0.4	0.463	-0.017
O	2.69	-4.761	-6.562	-0.078	-0.513	0.051
O	2.756	6.876	24.459	-0.062	-0.457	0.158
O	2.175	6.742	-3.416	0.115	0.101	-0.221
O	-9.727	1.251	23.245	0.062	-0.464	0.194
O	4.378	-2.701	-6.536	0.418	-0.122	-0.099
O	-4.246	-1.124	-3.779	0.277	-0.189	0.588
O	-1.48	3.258	-1.824	-0.135	-0.3	-0.406
O	-10.661	-0.482	-7.416	0.159	0.051	0.497
O	-1.693	-7.157	25.675	0.027	-0.066	0.276
O	-3.401	1.728	25.501	-0.115	-0.081	0.337
O	-3.628	2.379	-6.918	-0.011	0.009	-0.443
O	0.162	-4.358	-7.37	-0.35	-0.308	-0.311
O	4.825	-5.49	-0.062	-0.27	-0.282	-0.359
O	-8.043	2.65	24.768	0.201	-0.554	0.362
O	-4.576	6.716	24.806	-0.141	-0.583	0.112
O	3.077	-0.438	-6.803	-0.383	-0.118	0.098
O	2.826	1.031	26.628	0.276	-0.006	0.275
O	-9.109	3.014	-1.331	-0.149	0.425	-0.338
O	-6.906	7.106	-1.124	0.096	0.081	-0.189
O	-1.695	-6.767	-4.257	0.326	0.005	-0.109
O	3.372	2.238	-6.735	-0.156	0.149	0.059
O	-1.444	5.297	-6.553	-0.197	-0.03	-0.552
O	-8.254	0.326	-3.178	-0.091	0.231	-0.04
O	-1.229	1.359	-6.364	0.041	-0.183	0.104
O	-7.7	-3.236	24.579	-0.212	-0.245	0.246
O	0.361	-2.688	-5.367	0.078	0.388	-0.236
O	0.206	5.056	-2.794	0.452	-0.251	0.239
O	0.83	5.673	-7.905	-0.182	0.304	-0.229
O	-5.815	0.965	26.051	-0.102	0.086	0.447
O	2.502	-1.6	26.965	-0.225	-0.148	-0.076
O	-4.62	-3.765	25.92	-0.022	-0.386	0.261
O	-10.634	-5.132	-2.523	0.122	-0.056	-0.064
O	3.568	5.157	-1.828	-0.041	-0.353	-0.409
O	3.303	3.546	25.939	-0.081	0.292	0.502
O	-1.108	-2.696	-1.126	0.111	0.004	-0.135
O	1.174	6.52	0.544	0.417	-0.043	-0.087
O	3.924	7.976	26.522	-0.159	-0.04	-0.034
O	-3.909	4.853	-5.853	-0.062	0.388	0.167
O	-7.177	4.453	26.493	-0.196	-0.333	0.367
O	-8.102	-4.399	26.933	0.241	0.008	0.19
O	3.72	-0.687	24.803	0.488	0.449	0.08
O	-9.548	-3.882	-0.431	0.115	-0.295	0.301
O	-5.476	3.302	24.929	0.513	0.397	0.164
O	0.397	8.058	24.485	0.131	0.095	0.601
O	-5.829	-1.556	26.783	0.052	0.117	0.172

Results
total energy: -107793.186 eV
total energy less fixed offsets of O -438.25, Si -107.07 eV per atom: -4.486 eV
